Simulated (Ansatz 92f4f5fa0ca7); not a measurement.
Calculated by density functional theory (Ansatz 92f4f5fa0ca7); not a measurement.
Periodic cell of 221 atoms, Si132O87H1N1, from a study of silicon, its oxide and their interface. The atomic structure is a simulated model.

Settings: functional PBE; potential files Ansatz PAW; basis plane waves; wave-function cutoff 700 eV; density cutoff ratio 5; exchange-correlation grid ratio 1; k mesh 2 x 2 x 1, shifted by 0.5 0.5 0.5 of a step; self-consistency stop 5e-08 eV per atom in the density residual; occupations fixed; spin none; net charge 0.

Cell vectors (angstrom)
a  10.938  0  0
b  0  10.938  0
c  0  0  32.8379

Atoms and the computed forces on them: element, x, y, z (angstrom), force x, y, z (eV/angstrom)
Si  -0.2274  0.3531  25.3187  -0.0288  0.0165  -0.0578
Si  5.7781  -0.1404  25.3671  0.0066  -0.0165  -0.0266
Si  2.5417  3.0933  25.3775  -0.0171  0.0285  -0.0645
Si  8.482  2.6102  25.2691  0.0118  -0.0103  -0.0379
Si  0.3061  5.3183  25.3624  0.0088  -0.008  -0.0229
Si  5.2158  5.805  25.4505  -0.0353  0.0187  -0.0936
Si  3.008  8.045  25.3929  0.008  -0.0157  -0.0164
Si  7.9955  8.5582  25.3973  -0.0278  0.019  -0.0581
Si  1.3739  1.4635  26.6483  -0.0002  -0.0205  0.0193
Si  6.9109  1.4531  26.6624  -0.0054  -0.0095  -0.0051
Si  4.0923  4.1983  26.7494  -0.0049  -0.0241  0.0105
Si  9.6219  4.1557  26.6456  -0.0105  -0.0101  -0.0034
Si  1.4136  6.8951  26.7108  -0.0027  -0.0172  -0.0103
Si  6.8518  6.936  26.6947  0.0019  -0.0124  0.015
Si  4.1591  9.6436  26.6751  -0.0063  -0.0147  -0.0088
Si  9.5876  9.6943  26.6878  0.0072  -0.0174  0.0105
Si  2.717  0.0322  28.014  0.0035  0.0057  0.0007
Si  8.1927  0.0455  28.0788  -0.001  0.0062  0.0001
Si  -0.0121  2.7608  28.0611  -0.0059  0.0021  -0.0016
Si  5.4668  2.7546  28.0332  0.0061  0.0026  -0.0031
Si  2.7089  5.5049  28.1121  -0.0058  0.0084  -0.0109
Si  8.1999  5.4881  28.017  0.004  0.0022  0.0008
Si  -0.0186  8.2404  28.0308  -0.0011  0.0076  -0.0051
Si  5.457  8.2383  28.0811  -0.0085  0.0049  -0.0075
Si  4.1018  1.3673  29.4197  -0.0183  0.0344  -0.2399
Si  9.5708  1.3673  29.4197  0.0748  0.1747  0.2232
Si  1.3673  4.1018  29.4197  -0.1447  0.0268  0.2795
Si  6.8362  4.1018  29.4197  0.0706  0.1048  -0.2055
Si  4.1018  6.8362  29.4197  0.0564  0.2013  0.3202
Si  9.5708  6.8362  29.4197  -0.0197  0.0672  -0.2378
Si  1.3673  9.5708  29.4197  0.0416  0.1377  -0.2286
Si  6.8362  9.5708  29.4197  0.0289  0.1911  0.1922
Si  0  0  30.7869  0.0334  0.037  -0.0212
Si  5.469  0  30.7869  0.0553  -0.0346  -0.0018
Si  2.7345  2.7345  30.7869  0.015  0.0376  -0.0116
Si  8.2035  2.7345  30.7869  0.0855  0.0099  -0.0041
Si  0  5.469  30.7869  0.0509  -0.0291  0.0046
Si  5.469  5.469  30.7869  0.0241  0.0461  -0.0181
Si  2.7345  8.2035  30.7869  0.0648  0.0065  -0.0089
Si  8.2035  8.2035  30.7869  0.0152  0.027  -0.0196
Si  1.3673  1.3673  32.1542  -0.0235  -0.0518  0.0094
Si  6.8362  1.3673  32.1542  -0.0424  0.0118  -0.0043
Si  4.1018  4.1018  32.1542  -0.0003  0.0021  0.0089
Si  9.5708  4.1018  32.1542  -0.0791  0.04  -0.0009
Si  1.3673  6.8362  32.1542  0.0041  0.036  -0.0155
Si  6.8362  6.8362  32.1542  0.0007  -0.0087  0.0103
Si  4.1018  9.5708  32.1542  -0.0711  0.0274  -0.0069
Si  9.5708  9.5708  32.1542  0.0039  -0.0036  0.0053
Si  2.7345  0  0.6835  0.0783  -0.0585  -0.01
Si  8.2035  0  0.6835  0.0005  -0.007  -0.0165
Si  0  2.7345  0.6835  0.0502  0.0268  0.0041
Si  5.469  2.7345  0.6835  0.0087  -0.0043  0.0269
Si  2.7345  5.469  0.6835  -0.0795  0.0504  -0.0289
Si  8.2035  5.469  0.6835  0.0825  -0.0445  -0.0106
Si  0  8.2035  0.6835  0.0233  -0.0345  0.0171
Si  5.469  8.2035  0.6835  0.0386  0.0234  0.0012
Si  4.1018  1.3673  2.0507  -0.0945  -0.0703  0.0364
Si  9.5708  1.3673  2.0507  -0.0893  -0.1363  0.0004
Si  1.3673  4.1018  2.0507  0.0761  0.0383  -0.0305
Si  6.8362  4.1018  2.0507  0.0071  0.0732  0.0306
Si  4.1018  6.8362  2.0507  -0.1143  -0.0886  0.0207
Si  9.5708  6.8362  2.0507  -0.1557  -0.0184  -0.0006
Si  1.3673  9.5708  2.0507  0.0121  0.1144  -0.0069
Si  6.8362  9.5708  2.0507  -0.0222  -0.0357  0.0004
Si  0  0  3.418  0.272  0.0989  -0.4609
Si  5.469  0  3.418  0.1096  0.0189  0.056
Si  2.7345  2.7345  3.418  0.0413  0.3525  -0.2142
Si  8.2035  2.7345  3.418  -0.126  -0.055  0.4402
Si  0  5.469  3.418  -0.0234  -0.3536  0.2013
Si  5.469  5.469  3.418  -0.1133  -0.3676  0.2404
Si  2.7345  8.2035  3.418  0.0489  -0.1455  0.232
Si  8.2035  8.2035  3.418  -0.3112  -0.488  -0.638
Si  1.2962  1.4686  4.7349  0.0144  0.017  0.0053
Si  6.8232  1.343  4.8409  -0.0406  0.0214  0.0063
Si  4.157  3.9829  4.8552  -0.0075  -0.0073  0.0028
Si  9.566  4.0752  4.8465  -0.0008  -0.0159  -0.0091
Si  1.416  6.747  4.7941  0.0057  -0.024  0.0032
Si  6.8248  6.8224  4.782  -0.0023  -0.0144  0.004
Si  4.1103  9.5791  4.784  0.0129  -0.0181  0.0095
Si  9.6306  9.4781  4.6533  -0.0029  0.0048  0.0213
Si  2.6613  0.073  5.9757  0.0626  0.0418  0.0161
Si  8.2729  -0.1434  5.9646  -0.006  0.0223  0.0096
Si  -0.063  2.6678  6.2924  0.0189  -0.0128  -0.0169
Si  5.3705  2.4859  6.4143  0.0026  0.0157  -0.0323
Si  2.7464  5.3327  6.2051  -0.0122  0.0189  0.0145
Si  8.0556  5.3235  6.1759  0.0449  0.0079  0.0245
Si  -0.1162  8.0173  6.0378  -0.0074  0.0604  -0.0048
Si  5.4645  8.1963  6.174  0.0252  0.0093  -0.0281
Si  3.6314  1.2682  7.8085  -0.0503  -0.0109  0.0354
Si  9.7785  0.8574  7.4425  0.0183  -0.0543  0.0442
Si  1.6038  3.738  7.5991  0.0142  0.0115  0.0167
Si  6.5006  4.1718  7.6315  0.0041  0.0389  0.0512
Si  4.3772  6.5345  7.4328  0.0068  0.0005  0.0378
Si  9.2296  6.9116  7.409  -0.0124  0.0184  0.0259
Si  1.0777  9.7267  7.0165  0.0069  0.0461  0.0266
Si  7.1824  9.2944  7.3825  0.0381  -0.0004  0.0246
O  1.4106  4.1896  24.8452  0.0146  -0.0056  -0.0121
O  6.8592  9.6438  24.8558  0.0114  -0.0037  -0.0122
O  2.6465  2.5651  8.1586  -0.0026  -0.0122  0.0223
O  8.2106  8.1089  7.9385  -0.0114  -0.006  0.019
O  5.4601  5.4118  7.9196  0.0011  -0.0214  0.0209
O  0.0568  -0.2083  7.8787  -0.0421  0.0179  0.014
O  4.1006  6.9019  24.8936  0.0217  -0.0088  -0.0147
O  9.5742  1.4492  24.7825  0.0141  0.0035  -0.0104
O  2.3056  9.0196  7.8615  0.0022  -0.0205  0.0054
O  0.9835  4.4538  8.9539  0.0153  -0.0068  -0.01
O  8.8774  1.1329  8.8076  0.0061  -0.013  -0.0078
O  6.8132  10.2418  8.6936  0.0165  -0.0104  0.0042
O  3.8479  0.3951  9.2558  -0.0016  0.0324  -0.0425
O  3.9092  7.1935  8.8857  -0.0005  -0.0159  -0.0134
O  6.9274  3.6955  9.1534  -0.0108  -0.0103  -0.0127
O  9.8691  6.1225  8.7023  -0.0195  0.0135  -0.0121
O  3.2927  2.4876  24.0465  0.0029  0.0022  0.0189
O  5.181  0.5958  24.0237  -0.0036  0.0071  -0.0011
O  7.8641  3.3428  23.9116  -0.0144  -0.0038  0.0054
O  10.6087  6.031  24.0228  -0.0011  0.0088  -0.0022
O  8.7187  7.9226  24.0679  0.0046  0.0027  0.0126
O  2.3549  8.7182  24.0448  -0.0111  0.0015  -0.0063
O  5.8562  5.0942  24.1282  0.0017  -0.0079  0.0311
O  0.4827  10.6367  23.9832  -0.0038  -0.0056  0.0156
Si  3.5873  10.4522  10.6398  -0.015  -0.0192  0.0079
Si  0.9673  3.2009  12.6317  -0.0023  -0.0027  0.0009
Si  -2.4069  -1.8952  11.7507  0.007  -0.0063  -0.0132
Si  4.4729  1.7881  23.1643  0.0026  -0.0073  0.0012
Si  -6.1443  -7.5918  17.267  0.0011  -0.0003  0.0061
Si  3.3627  -11.05  15.9025  -0.0042  -0.0011  -0.0027
Si  1.2093  9.4405  23.1378  0.0088  -0.008  -0.0005
Si  15.7704  8.4423  17.431  0  0.0033  0.0123
Si  -1.9  3.1643  12.6133  0.0108  0.0005  0.0005
Si  -1.2432  4.2848  19.1688  0.009  -0.0008  0.0182
Si  2.4528  0.5303  21.1513  -0.0007  0.003  0.0013
Si  4.9942  12.9141  14.6393  0.0006  -0.0014  0.0016
Si  10.7769  18.0816  12.0362  0.0022  -0.0041  -0.0104
Si  2.594  0.9144  13.2226  -0.0059  -0.0063  -0.0019
Si  7.7415  11.2151  9.6444  0.0023  -0.0043  0.0014
Si  0.2872  5.9768  17.1192  -0.0051  -0.0025  0.0054
Si  5.482  -2.2709  12.3837  -0.0035  -0.0023  -0.0105
Si  2.5618  -2.8824  9.1198  0.0268  0.0165  0.0132
Si  3.9005  3.4084  12.2436  -0.0036  0.0048  -0.0077
Si  7.9692  6.0699  20.9925  -0.005  -0.0011  0.001
Si  7.2949  -2.4113  19.2264  -0.0037  0.0019  0.0138
Si  10.3797  5.2021  14.244  0.0025  0.0036  0.0019
Si  2.4432  1.3826  18.3002  -0.001  -0.005  0.0043
Si  9.7906  -2.2247  17.4103  0.0038  0.0016  0.0042
Si  6.6047  2.945  10.5747  -0.001  -0.0019  -0.0041
Si  -3.0672  1.3985  14.6357  0.0068  -0.0023  0.004
Si  0.1504  1.9774  20.134  -0.0035  0.0062  0.0141
Si  8.9711  -0.038  19.1803  -0.001  0.002  0.0126
Si  6.6131  4.071  23.1262  -0.0027  0.016  0.0035
Si  9.9071  7.2425  23.1854  0.0044  -0.0033  0.0049
Si  7.7591  2.3525  17.5817  0.0019  -0.0032  0.0053
Si  11.2511  5.8267  9.5072  0.0093  -0.0315  0.0073
Si  6.4215  7.8271  14.8674  0.0062  -0.0012  0.0008
Si  4.5663  -4.7354  13.6994  -0.0027  -0.0027  -0.0052
Si  3.4283  6.0511  16.7065  -0.0021  0.0014  0.0073
Si  8.8199  -1.4942  14.717  0.0035  0.0003  0.0008
O  5.9097  7.8491  16.3819  -0.013  0.0067  -0.0194
O  5.764  -2.0586  18.7057  0.0195  -0.0087  -0.0038
O  8.021  2.2861  15.9812  -0.0129  -0.0208  0.0014
O  -1.7244  -1.3593  13.1479  -0.0132  -0.0033  0.004
O  7.0173  -2.5398  11.8426  0.0064  0.0113  0.0112
O  14.6768  7.2857  17.7346  0.0057  -0.0049  -0.0115
O  1.2274  1.6191  21.3074  0.0098  -0.0225  -0.0392
N  3.8763  13.0133  13.358  -0.0046  -0.0049  0.0023
O  -1.9951  1.7678  13.4701  -0.0037  0.0131  0.0103
O  0.0986  5.7891  11.1142  0.0015  0.0119  0.0194
O  6.2585  2.9472  17.8993  0.003  -0.004  -0.0233
O  8.5686  5.2874  19.7208  0.0054  -0.0019  0.0174
O  -2.9937  -0.1634  15.068  0.0121  0.0054  -0.0134
O  -0.5985  5.4589  15.8451  0.0189  0.006  -0.0018
O  -0.0356  7.5313  17.515  -0.013  -0.0116  -0.0071
O  -0.4583  3.1008  11.8087  -0.0083  0.0109  0.0339
O  7.1371  -3.6115  20.3415  0.0207  0.0055  -0.0135
O  10.8747  5.0811  18.4166  -0.0174  0.0016  -0.0105
O  3.7941  1.0942  21.8682  -0.0104  0.0071  0.0113
O  -8.6104  3.5107  11.723  -0.0036  -0.0122  0.0218
O  7.9754  0.8758  18.2512  0.017  0.0152  -0.001
O  10.4029  14.3723  20.3773  -0.0042  -0.0124  -0.0369
O  3.6862  6.3659  15.0906  0.0048  -0.0092  -0.0026
O  0.9865  2.0273  18.7054  0.0063  -0.0028  0.0153
O  1.8479  -5.2129  16.7918  0.0042  0.0081  0.0053
O  6.7272  12.2693  10.3509  0.0151  0.0124  -0.0036
O  7.7679  14.3516  11.6232  -0.0067  -0.0192  -0.0008
O  9.5534  -3.0465  11.2311  -0.0004  0.0122  0.0231
O  12.0742  18.9969  12.3257  0.0074  0.0079  -0.018
O  0.7852  4.3474  13.7982  -0.0263  -0.0066  -0.0166
O  -0.5899  -4.2817  13.5229  -0.0044  -0.02  -0.0076
O  2.7134  9.0805  10.3691  0.0103  -0.0057  0.0066
O  1.2849  7.1037  9.2612  -0.0269  0.0055  0.0152
O  5.059  14.173  11.0785  0.0189  0.0042  0.0129
O  4.7274  0.7379  15.6598  -0.008  0.006  -0.0086
O  2.8147  0.3711  19.554  -0.016  0.0241  0.0063
O  4.2723  4.7777  13.0244  -0.0026  0.0033  0.0063
O  9.2208  6.6291  21.8617  -0.0089  0.0015  0.0049
O  5.6811  9.0301  13.9845  0.0201  -0.0269  0.0091
O  -1.0692  0.8809  20.1759  0.003  0.0089  -0.0162
O  7.0897  4.9933  21.8643  0.0058  -0.0095  0.0162
O  -2.9318  -2.8927  14.8603  -0.0272  0.0126  -0.0081
O  1.9462  -0.8785  21.8169  -0.0107  0.0138  0.019
O  -0.8531  -0.9111  18.3412  -0.025  -0.0103  0.0003
O  2.2632  0.6019  16.8778  0.0191  0.0048  0.0046
O  2.6928  -0.2383  14.3973  -0.0007  0.0252  0.0028
O  5.5683  2.897  22.6629  0.001  0.0037  0.0159
O  8.9337  -7.6344  18.1389  -0.004  -0.0118  0.0077
O  3.6466  2.4668  18.0469  0.0058  -0.0061  -0.0054
O  -0.9903  -1.6629  15.8684  -0.004  0.0063  0.0055
O  2.6619  0.3195  11.6996  0.0205  -0.0012  0.0046
O  1.1884  1.7317  13.3401  0.0157  0.0183  -0.0083
O  -7.0414  -1.3862  16.7161  0.0082  -0.0035  -0.0026
O  6.4432  12.7171  13.9496  -0.0071  0.0027  0.0129
O  4.8988  -7.6808  15.6308  0.0107  -0.0166  0.0035
O  0.0845  8.3375  22.7184  0.0003  0.003  0.0139
O  7.9667  -1.0904  19.9522  0.008  -0.0145  -0.0367
O  4.4571  -3.5803  12.4819  0.0088  0.0042  0.0092
O  -2.6224  -2.7782  17.9589  0.0084  0.0147  0.0178
O  4.91  9.8826  11.4402  -0.005  0.002  0.0129
O  9.0694  4.3755  13.7167  0.0244  -0.0182  -0.0128
O  8.5193  -0.6241  10.7414  -0.0246  0.0018  -0.0051
O  4.3532  -6.0379  17.4082  -0.0091  -0.0092  -0.0026
O  6.1248  -4.5743  14.1953  -0.0251  0.0258  0.0065
H  12.5742  19.4572  11.625  -0.0115  -0.0127  0.002

Results
free energy: -133812.634 eV
free energy less fixed offsets of H -17.10, N -388.26, O -569.03, Si -635.61 eV per atom: -1.144 eV

The program warned: the cutoff lies below the one the program advises for these potential files; the exchange-correlation potential is rough where the density is thin.
